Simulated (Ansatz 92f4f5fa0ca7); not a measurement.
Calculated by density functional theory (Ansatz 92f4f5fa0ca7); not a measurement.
Periodic cell of 153 atoms, Si99O54, from a study of silicon, its oxide and their interface. The atomic structure is a simulated model.

Settings
functional: r2SCAN
potential files: Ansatz norm-conserving
basis: plane waves
wave-function cutoff: 1300 eV
density cutoff ratio: 4
exchange-correlation grid ratio: 1
k mesh: 2 x 2 x 1, shifted by 0.5 0.5 0.5 of a step
self-consistency stop: 5e-08 eV per atom in the density residual
occupations: Fermi-Dirac, 0.05 eV
spin: none
net charge: 0

Cell vectors (angstrom)
a, 11.54, 0, 0
b, 0, 11.54, 0
c, 0, 0, 20.2438

Atoms: element, x, y, z (angstrom)
Si, 0.3666, -0.1464, -0.55
Si, -0.2045, 4.1522, 0.1434
Si, 0.0859, 7.3335, -0.0789
Si, 3.8994, 0.5249, -0.0556
Si, 3.8333, 3.7119, 0.1895
Si, 4.1416, 6.8649, -0.1675
Si, 7.8133, -0.7848, -0.2923
Si, 7.5115, 4.4702, 0.13
Si, 7.7114, 7.613, 0.2118
Si, 1.974, 0.1382, 1.2084
Si, 1.8342, 3.7327, 1.3501
Si, 2.1234, 7.684, 1.0833
Si, 5.8975, -0.0453, 1.097
Si, 5.7147, 3.8877, 1.5253
Si, 5.7571, 7.5654, 1.4306
Si, 9.7785, -0.2422, 0.964
Si, 9.434, 3.8221, 1.4022
Si, 9.7158, 7.708, 1.3606
Si, 1.8425, 1.877, 2.726
Si, 1.934, 5.7821, 2.5747
Si, 2.0185, 9.652, 2.4944
Si, 5.8674, 1.8289, 2.6132
Si, 5.7146, 5.7645, 2.8644
Si, 5.705, 9.6261, 2.5789
Si, 9.5611, 1.7447, 2.4977
Si, 9.6011, 5.7683, 2.7154
Si, 9.7066, 9.6348, 2.6352
Si, -0.1137, 1.877, 3.9806
Si, 0.0344, 5.7732, 4.0249
Si, 0.0979, 9.5991, 3.9583
Si, 3.8636, 1.8884, 3.9488
Si, 3.7416, 5.7746, 4.0917
Si, 3.8257, 9.6415, 3.9976
Si, 7.7373, 1.8435, 3.9988
Si, 7.6855, 5.7985, 4.095
Si, 7.6773, 9.6108, 3.9401
Si, -0.0165, -0.0379, 5.3607
Si, -0.0152, 3.8116, 5.3438
Si, 0.0169, 7.7027, 5.3748
Si, 3.8623, 0.0206, 5.3662
Si, 3.7908, 3.7977, 5.3361
Si, 3.749, 7.7271, 5.3965
Si, 7.678, -0.0508, 5.3782
Si, 7.6518, 3.8176, 5.3212
Si, 7.6379, 7.7387, 5.3933
Si, 1.9295, -0.02, 6.6955
Si, 1.9043, 3.7584, 6.7391
Si, 1.8755, 7.7303, 6.8347
Si, 5.7679, 0.081, 6.7648
Si, 5.7133, 3.9021, 6.6731
Si, 5.6681, 7.7285, 6.7426
Si, 9.5888, -0.0647, 6.7397
Si, 9.5672, 3.8483, 6.6418
Si, 9.5932, 7.6604, 6.6916
Si, 1.9714, 1.8204, 8.1191
Si, 1.7969, 5.7051, 8.0989
Si, 1.8986, 9.7149, 8.1782
Si, 5.8345, 2.0832, 8.1212
Si, 5.591, 5.784, 8.1166
Si, 5.641, 9.6719, 8.0919
Si, 9.595, 1.9529, 7.996
Si, 9.4607, 5.7274, 8.0397
Si, 9.6045, 9.5259, 8.0928
Si, -0.0526, 1.734, 9.3121
Si, -0.193, 5.436, 9.3821
Si, -0.025, 9.492, 9.4931
Si, 3.9449, 2.013, 9.5096
Si, 3.6379, 5.8603, 9.5719
Si, 3.8124, 9.8094, 9.6197
Si, 7.8122, 2.2429, 9.4685
Si, 7.5246, 5.894, 9.4314
Si, 7.5997, 9.6432, 9.3356
Si, -0.7416, -0.1049, 10.6669
Si, 0.1848, 3.4338, 10.8844
Si, -0.0203, 7.3788, 10.5772
Si, 4.5542, 0.2185, 10.9395
Si, 3.3586, 3.8959, 10.8875
Si, 3.9252, 7.8659, 10.9423
Si, 7.659, 0.1333, 10.418
Si, 8.0572, 4.3859, 11.1804
Si, 7.1031, 7.8139, 10.8191
Si, 7.412, 0.5368, 17.0719
Si, 0.1954, 6.7737, 17.001
Si, 11.4741, 1.4544, 17.1467
Si, 5.5438, 3.8564, 13.1493
Si, 10.2292, 4.1437, 17.3654
Si, 9.2125, 6.9115, 12.4952
Si, 13.3668, 7.4369, 13.0481
Si, -0.3992, 1.3967, 13.091
Si, 5.1206, 5.2588, 15.8195
Si, 9.7863, 11.3547, 15.2186
Si, 4.7795, -0.6899, 16.1433
Si, 4.4525, 8.0562, 17.2083
Si, 2.7075, -1.2942, 17.935
Si, -4.2644, 3.6101, 17.5036
Si, 1.782, 2.3061, 15.1274
Si, -0.6336, 19.9785, 14.5543
Si, 13.7358, 5.2672, 15.357
Si, 4.4205, 12.7189, 13.8436
O, 1.1986, -1.0996, -1.7048
O, -4.4082, -8.0746, -1.1367
O, -0.6305, 3.9399, -1.4267
O, -0.0238, 1.1834, -1.4909
O, 0.0635, 5.744, 0.2619
O, 0.1035, 7.3541, -1.7438
O, 4.8172, -3.9534, -1.5207
O, 7.9519, 0.0738, -1.7123
O, 3.9223, 2.1665, -0.5966
O, 3.7479, -0.6972, -1.1928
O, 3.9101, 5.2381, -0.6029
O, 12.9892, 1.7712, -3.6117
O, 5.5921, 2.3157, -6.5323
O, 7.6904, 6.0517, -0.5001
O, 12.9224, 3.8949, -5.1949
O, 8.6471, -7.1232, -2.9956
O, 7.6726, 9.0956, -0.6667
O, 3.298, 1.9364, 14.7417
O, 0.0301, 0.1664, 12.108
O, -2.4733, 5.2976, 12.2147
O, -0.2892, 7.9942, 16.0668
O, -0.9895, 14.2517, 16.6608
O, 1.0582, 6.8955, 11.7313
O, 3.8691, 0.6531, 12.4037
O, 9.1844, -0.0499, 11.1622
O, 6.7462, 4.0416, 12.1019
O, 4.9318, -0.1708, 14.6099
O, 5.5277, 7.7871, 11.2842
O, 3.2064, 8.0636, 12.4532
O, 6.2028, 0.1158, 11.3081
O, 8.2953, -0.1618, 15.8807
O, 10.9231, 2.7931, 12.2432
O, 4.1328, 4.0415, 12.3522
O, 7.773, 7.6484, 12.3336
O, 10.084, 7.6432, 11.3375
O, -0.7302, 5.4834, 16.6888
O, 3.6205, 4.6559, 15.8237
O, -5.8274, 4.9892, 14.3249
O, -1.3827, 9.8813, 14.6148
O, 10.8607, 0.1405, 16.4049
O, 5.8431, 0.1539, 17.0156
O, 9.8741, 0.9317, 14.025
O, 13.3155, 3.6188, 11.3419
O, 2.9283, -2.8664, 17.4902
O, 16.7379, -2.2511, 16.4243
O, 12.4033, 1.5362, 14.069
O, 16.4138, 6.8195, 16.2205
O, 7.4311, 13.6826, 16.8538
O, -1.6201, 7.3047, 13.9147
O, 2.208, 6.2046, 14.0343
O, 3.2103, 11.0597, 16.581
O, 1.6732, 17.7484, 16.5827
O, 12.347, 8.5095, 13.7598
O, 6.0453, 4.4693, 16.883

Results
free energy: -36733.824 eV
free energy less fixed offsets of O -463.61, Si -117.95 eV per atom: -21.834 eV
pressure: -2.36 GPa
stress xx, yy, zz, yz, xz, xy (GPa, positive in tension): 1.31, 3.36, 2.4, 0.43, -0.87, -0.34

Forces (eV/angstrom), in the order of the atoms: element, x, y, z
Si, 0.3478, 0.7274, -0.4851
Si, -0.0667, 0.1895, -0.3658
Si, 0.1125, -0.5308, -0.5068
Si, 0.3232, 0.3441, -0.5293
Si, 0.1301, -0.193, -0.6757
Si, 0.108, 0.0404, -0.5829
Si, -0.1496, -0.1968, -0.6649
Si, -0.0685, 0.172, -0.76
Si, 0.0624, 0.0804, -0.5242
Si, -0.0778, -0.2521, -0.1094
Si, -0.2713, 0.1431, -0.3062
Si, 0.1415, -0.1127, -0.3411
Si, -0.0433, 0.0326, -0.1423
Si, 0.2132, 0.1361, -0.1116
Si, -0.1961, -0.1212, -0.1371
Si, 0.0229, -0.145, -0.2681
Si, -0.1382, 0.1093, -0.2854
Si, 0.0495, -0.1318, -0.4042
Si, 0.0592, 0.1234, -0.0339
Si, -0.1584, 0.0453, 0.1056
Si, -0.0505, -0.1185, -0.2165
Si, 0.0483, -0.1751, -0.0157
Si, -0.0012, -0.0041, 0.3879
Si, -0.0489, -0.0153, 0.0107
Si, 0.138, 0.0414, -0.2505
Si, 0.1248, 0.0677, 0.3577
Si, -0.0994, -0.0492, 0.1199
Si, 0.0869, -0.1183, 0.0967
Si, 0.0964, -0.0647, -0.2514
Si, -0.0683, 0.0191, -0.0843
Si, 0.0345, -0.1245, -0.0732
Si, -0.0625, 0.1446, -0.1155
Si, 0.2019, 0.0604, 0.0017
Si, -0.2536, -0.1438, 0.0331
Si, 0.0475, -0.0573, -0.1349
Si, 0.0153, 0.0979, -0.1211
Si, -0.0077, 0.0633, -0.0101
Si, -0.0533, 0.1749, -0.0357
Si, -0.0146, 0.0263, 0.0005
Si, -0.0276, 0.0262, -0.0001
Si, 0.0351, 0.0193, 0.0866
Si, -0.0161, -0.161, 0.0167
Si, -0.0548, -0.0106, -0.0217
Si, 0.2341, 0.0689, 0.0108
Si, -0.0618, -0.1439, 0.076
Si, 0.0162, 0.1198, -0.0587
Si, 0.0231, -0.0133, 0.1029
Si, -0.0912, -0.0331, 0.0547
Si, 0.0229, -0.1055, 0.1299
Si, -0.0389, -0.1153, 0.0598
Si, 0.0346, 0.1529, 0.092
Si, 0.0999, -0.0528, 0.0132
Si, -0.1263, -0.0988, 0.0366
Si, 0.0798, 0.186, -0.0141
Si, 0.1677, 0.0525, 0.1019
Si, 0.0202, -0.0927, -0.0608
Si, 0.1331, -0.0555, 0.1333
Si, -0.0439, 0.2597, -0.078
Si, -0.1857, -0.0644, 0.1157
Si, -0.0101, -0.1148, -0.1288
Si, 0.0865, 0.0935, -0.2395
Si, -0.1012, 0.0137, 0.06
Si, -0.0918, -0.1424, -0.0258
Si, -0.1138, -0.1457, 0.2018
Si, 0.3029, -0.1251, 0.3667
Si, -0.1178, 0.1869, 0.2135
Si, -0.1347, 0.0661, 0.2003
Si, -0.0713, -0.0474, 0.2563
Si, 0.0762, 0.0642, 0.256
Si, 0.2243, 0.0215, 0.5608
Si, 0.3163, 0.2486, 0.3813
Si, -0.0224, -0.3528, 0.287
Si, -0.0785, -0.1149, 0.8896
Si, 0.3697, -0.39, 0.3616
Si, -0.4276, -0.0225, 0.5172
Si, 0.1933, 0.3196, 0.7296
Si, -0.1485, -0.0779, 0.6032
Si, 0.3886, 0.1534, 0.4384
Si, 0.1911, -0.0695, 0.877
Si, -1.0415, 0.3831, 0.0875
Si, -0.2621, 0.1545, 0.3679
Si, -0.266, -0.0468, -0.4535
Si, 0.1202, 0.0056, -0.3375
Si, 0.157, -0.1694, -0.5221
Si, -0.1195, -0.1469, 0.3506
Si, 0.0395, 0.0408, -0.2818
Si, 0.0855, 0.466, 0.3603
Si, -0.0743, 0.1342, 0.2611
Si, 0.1947, -0.1883, 0.413
Si, -0.3014, -0.0959, 0.255
Si, 0.0576, -0.1744, -0.0197
Si, 0.142, 0.0723, -0.2345
Si, 0.0215, -0.0594, -0.5594
Si, -0.0915, 0.2078, -0.453
Si, -0.0781, 0.1637, -0.3471
Si, 0.0126, 0.1902, -0.0176
Si, 0.049, 0.3597, 0.3269
Si, 0.0148, -0.3194, 0.2313
Si, -0.0281, -0.1162, 0.3671
O, -0.3967, 0.2569, 0.5302
O, 0.1461, 0.3948, 0.2827
O, 0.1335, 0.0718, 0.4217
O, 0.0189, -0.5958, 0.4071
O, -0.0398, 0.0176, -0.2893
O, -0.0314, 0.1448, 0.9804
O, -0.2209, -0.2914, 0.3515
O, 0.017, -0.4293, 0.5725
O, -0.0027, -0.0919, 0.6499
O, -0.059, 0.3915, 0.2981
O, 0.0777, 0.0829, 0.5017
O, -0.3756, 0.0348, -0.0252
O, -0.1331, 0.2074, -0.2388
O, -0.1249, -0.1018, 0.6643
O, 0.1855, -0.0088, 0.037
O, 0.0768, -0.1518, 0.1826
O, 0.0609, 0.1799, 0.6069
O, 0.0313, -0.1285, -0.1961
O, -0.3959, 0.1548, -0.5733
O, -0.2859, -0.558, -0.6141
O, 0.0211, -0.1378, -0.0839
O, 0.0549, 0.035, 0.3073
O, -0.23, 0.0758, -0.3472
O, 0.3433, -0.1792, -0.6072
O, -0.0791, 0.0961, -0.6489
O, 0.6507, 0.0618, -0.3249
O, -0.1456, 0.1898, 0.2271
O, -0.0013, -0.0157, -0.3928
O, 0.0549, -0.1948, -0.7616
O, -0.0704, 0.0294, -0.6746
O, -0.0215, 0.2149, 0.2841
O, 0.212, 0.342, -0.5427
O, 0.0279, -0.0369, -0.4749
O, 0.2312, -0.2414, -0.5037
O, 0.2281, -0.2796, -0.0331
O, 0.0331, -0.0565, 0.2684
O, 0.1173, 0.2201, -0.1492
O, -0.0996, -0.3066, -0.2438
O, 0.0927, -0.0171, -0.0213
O, -0.0542, 0.2694, -0.0162
O, 0.056, -0.0341, -0.0112
O, 0.2542, 0.029, -0.1415
O, -0.1061, 0.1934, -0.4461
O, 0.201, 0.1754, 0.2432
O, -0.3137, 0.0657, 0.3334
O, -0.1933, 0.1377, -0.0061
O, -0.1151, 0.0761, 0.2077
O, 0.0723, -0.0462, 0.2839
O, -0.1243, -0.2328, -0.5248
O, -0.1233, 0.2421, -0.1397
O, 0.0773, -0.4081, 0.5292
O, -0.2001, -0.0032, -0.0437
O, 0.0272, -0.3649, -0.106
O, 0.2255, -0.1277, 0.0562

The program warned: the forces do not sum to zero within the program's tolerance.
